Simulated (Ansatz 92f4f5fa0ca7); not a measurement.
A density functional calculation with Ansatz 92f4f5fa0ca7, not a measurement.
Periodic cell of 213 atoms, Si132O79H1N1, from a study of silicon, its oxide and their interface. The atomic structure is a simulated model.
Doubt: the cutoff is far below the 930 eV that the study's wrapper takes by default for these files, so forces and energies are approximate.
This geometry differs little from another in the collection (a relaxation step or a small displacement).

Settings
functional: PBE
potential files: Ansatz PAW
basis: plane waves
wave-function cutoff: 580 eV
density cutoff ratio: 5
exchange-correlation grid ratio: 1
k mesh: 1 x 1 x 1, Gamma-centred
self-consistency stop: 5e-08 eV per atom in the density residual
occupations: fixed
spin: none
net charge: 0

Cell vectors (angstrom)
a	10.938	0	0
b	0	10.938	0
c	0	0	31.6921

Atoms and the computed forces on them: element, x, y, z (angstrom), force x, y, z (eV/angstrom)
Si	-0.4308	0.3903	24.2719	0.5091	-0.4158	-0.062
Si	6.2018	-0.6137	24.2512	-0.4475	0.5304	-0.1428
Si	2.1181	3.3486	24.3247	0.3323	-0.3584	-0.0023
Si	8.6467	2.0608	24.2274	-0.5131	0.2851	-0.026
Si	0.4757	5.071	24.1871	-0.3402	0.5166	-0.2457
Si	4.746	6.1327	24.2701	0.5264	-0.4885	-0.2078
Si	3.0721	7.8889	24.4063	-0.4992	0.4869	-0.0582
Si	7.7597	8.5324	24.2486	0.3971	-0.6247	-0.1555
Si	1.2589	1.48	25.5485	0.0559	0.0068	-0.0049
Si	6.9409	1.2156	25.6326	-0.0415	0.0557	-0.0638
Si	4.0207	4.1942	25.4951	-0.0503	-0.0328	-0.1541
Si	9.5397	4.0536	25.3218	0.1027	-0.0773	0.0467
Si	1.3677	6.7819	25.5852	0.0235	-0.0187	0.0752
Si	6.704	6.8515	25.5158	-0.0628	0.0499	-0.1146
Si	4.2165	9.6066	25.5016	0.129	0.0437	0.0006
Si	9.5271	9.5507	25.4975	-0.0358	-0.015	0.0442
Si	2.7447	0.0544	26.8181	-0.1471	-0.0996	0.0716
Si	8.2606	-0.0745	27.0007	0.0134	-0.1144	0.1114
Si	-0.0884	2.8063	26.9312	0.0729	0.005	-0.0814
Si	5.4656	2.7312	26.812	0.0426	0.0434	0.1043
Si	2.7285	5.4687	26.9812	-0.0004	-0.0043	0.0301
Si	8.172	5.4393	26.7864	0.0206	0.0652	-0.0075
Si	-0.0143	8.1979	26.8667	0.0164	0.0494	-0.0137
Si	5.4664	8.2212	26.9681	-0.0377	0.1059	-0.0673
Si	4.1018	1.3673	28.2738	0.0059	0.1841	-0.51
Si	9.5708	1.3673	28.2738	0.0345	0.1108	0.4496
Si	1.3673	4.1018	28.2738	-0.2977	-0.01	0.3837
Si	6.8362	4.1018	28.2738	-0.0167	-0.1514	-0.6517
Si	4.1018	6.8362	28.2738	-0.0391	0.1309	0.475
Si	9.5708	6.8362	28.2738	-0.2569	-0.2252	-0.6259
Si	1.3673	9.5708	28.2738	0.1841	0.1447	-0.6324
Si	6.8362	9.5708	28.2738	0.06	-0.2081	0.7411
Si	0	0	29.6411	0.0729	0.1694	0.0022
Si	5.469	0	29.6411	0.1163	-0.0525	-0.0151
Si	2.7345	2.7345	29.6411	-0.1004	-0.0137	-0.0115
Si	8.2035	2.7345	29.6411	-0.027	-0.1452	0.0099
Si	0	5.469	29.6411	0.0796	-0.0758	0.0125
Si	5.469	5.469	29.6411	-0.0245	0.0867	-0.0156
Si	2.7345	8.2035	29.6411	0.0631	-0.0518	0.02
Si	8.2035	8.2035	29.6411	-0.1863	-0.0219	0.0436
Si	1.3673	1.3673	31.0083	0.0657	-0.0893	0.029
Si	6.8362	1.3673	31.0083	-0.0514	0.0856	-0.0222
Si	4.1018	4.1018	31.0083	0.0306	-0.0078	-0.0028
Si	9.5708	4.1018	31.0083	-0.0535	0.0602	-0.0355
Si	1.3673	6.8362	31.0083	-0.0866	0.0582	-0.0165
Si	6.8362	6.8362	31.0083	0.0999	-0.046	0.0289
Si	4.1018	9.5708	31.0083	-0.0581	0.0758	-0.0292
Si	9.5708	9.5708	31.0083	0.0344	-0.0681	-0.0091
Si	2.7345	0	0.6835	0.048	-0.0563	0.0278
Si	8.2035	0	0.6835	-0.0698	0.0426	-0.0174
Si	0	2.7345	0.6835	-0.0242	0.0482	-0.0028
Si	5.469	2.7345	0.6835	0.0482	-0.0679	0.0252
Si	2.7345	5.469	0.6835	-0.0349	0.0458	-0.0103
Si	8.2035	5.469	0.6835	0.0308	-0.0805	0.0277
Si	0	8.2035	0.6835	0.0709	-0.0335	0.036
Si	5.469	8.2035	0.6835	-0.026	0.0177	-0.0061
Si	4.1018	1.3673	2.0507	-0.0061	0.0754	-0.0495
Si	9.5708	1.3673	2.0507	-0.0169	-0.0941	0.0493
Si	1.3673	4.1018	2.0507	0.0301	-0.0214	0.0352
Si	6.8362	4.1018	2.0507	-0.0513	0.0592	-0.0576
Si	4.1018	6.8362	2.0507	0.0466	-0.0589	0.0373
Si	9.5708	6.8362	2.0507	-0.0654	0.0466	-0.0694
Si	1.3673	9.5708	2.0507	-0.0098	0.1293	-0.073
Si	6.8362	9.5708	2.0507	0.1143	-0.0262	0.0346
Si	0	0	3.418	0.3628	-0.2256	-0.5604
Si	5.469	0	3.418	-0.224	0.1594	0.6464
Si	2.7345	2.7345	3.418	0.2332	-0.0527	-0.2819
Si	8.2035	2.7345	3.418	-0.3349	-0.0772	0.3787
Si	0	5.469	3.418	0.1312	0.2453	0.4498
Si	5.469	5.469	3.418	0.0821	-0.1982	-0.5055
Si	2.7345	8.2035	3.418	0.0692	0.313	0.6096
Si	8.2035	8.2035	3.418	0.0512	-0.1297	-0.6779
Si	1.414	1.3219	4.7357	-0.0242	0.012	-0.0812
Si	6.8009	1.3843	4.8734	-0.0306	-0.0435	-0.0205
Si	4.1395	4.0853	4.7589	-0.0175	-0.0252	0.0498
Si	9.5545	4.1038	4.7906	0.0353	0.0787	0.06
Si	1.3986	6.8652	4.8627	-0.114	-0.0953	0.0276
Si	6.8261	6.8464	4.7049	-0.0005	-0.0434	-0.1526
Si	4.0747	9.6156	4.9078	0.0382	0.0537	-0.0644
Si	9.6395	9.5002	4.6976	0.0306	0.0709	-0.0412
Si	2.656	0.0843	6.351	-0.0188	-0.0657	-0.0849
Si	8.3034	-0.0749	6.0077	-0.005	-0.108	0.1353
Si	0.0661	2.7141	6.0272	0.0533	0.0757	0.0642
Si	5.3773	2.7674	6.3251	0.0485	0.2056	0.1572
Si	2.8375	5.4762	6.1517	0.0699	0.0195	0.0058
Si	8.172	5.5313	6.0969	-0.1308	-0.1057	-0.0153
Si	-0.0021	8.2426	6.2508	0.0326	0.0545	0.0444
Si	5.5498	8.1888	6.1289	0.0127	-0.1578	0.2337
Si	3.4251	1.9945	7.5889	0.49	-0.3493	0.3799
Si	10.0542	0.9334	7.2098	-0.5766	0.3081	-0.0663
Si	1.7729	3.742	7.3016	-0.404	0.4478	-0.0121
Si	6.339	4.7269	7.3783	0.3407	-0.4764	0.3139
Si	4.6622	6.3926	7.4141	-0.152	0.4652	0.3234
Si	9.2396	7.1102	7.4629	0.2448	-0.5628	0.0013
Si	0.7369	10.1505	7.5252	0.3837	-0.4535	0.3989
Si	7.4926	9.0044	7.2557	-0.2279	0.4175	0.0445
O	0.8406	9.815	9.1995	-0.1642	0.0798	-0.5885
O	1.1386	4.5325	8.6255	0.1398	-0.1398	-0.0599
O	5.3108	-1.5153	10.6694	0.0105	-0.0093	-0.0998
O	6.9534	9.8216	8.6087	0.1394	-0.1426	-0.0546
O	3.6079	1.6269	9.2248	-0.2246	0.1102	-0.536
O	4.6769	6.6945	9.1208	0.2816	-0.2883	-0.44
N	6.6423	4.7985	9.1573	-0.2818	0.243	-0.5803
O	9.8449	6.1027	8.7135	-0.1675	0.3219	-0.2218
O	2.4583	2.9569	22.7272	-0.0977	0.0632	0.2031
O	6.2558	10.8406	22.6208	0.0952	-0.2985	0.2798
O	7.6734	2.2425	22.849	0.1125	-0.0497	0.135
O	0.276	5.6714	22.6289	0.1797	-0.2627	0.5425
O	2.3181	8.6466	23.0909	0.0548	-0.1491	0.0416
O	8.1845	7.8928	22.7492	-0.1122	0.2945	0.4194
O	5.0278	5.7499	22.6846	-0.1961	0.1566	0.4036
O	11.285	10.5833	22.9556	-0.0343	0.079	0.1081
Si	0.3483	3.6265	14.968	0.0374	0.0369	-0.0316
Si	6.9292	11.2003	14.0587	-0.0077	-0.001	-0.0096
Si	3.9102	2.0568	10.7671	0.152	0.015	0.316
Si	3.3871	1.7193	22.2308	-0.1943	-0.0181	-0.394
Si	1.8636	10.1052	22.5256	-0.0315	0.0561	-0.2897
Si	4.8567	10.2049	12.0265	-0.0495	-0.1926	0.1738
Si	13.3661	11.1826	19.8263	-0.1022	-0.0071	-0.4047
Si	6.378	13.4213	16.9899	0.0202	0.0703	-0.0055
Si	9.7039	3.3997	19.682	-0.1021	-0.1209	-0.1605
Si	2.7474	17.5496	19.3935	0.0449	0.0125	-0.243
Si	-1.4857	13.2647	16.9119	0.0071	0.0297	0.0059
Si	1.5912	8.6059	15.6549	0.0852	0.0675	-0.1085
Si	1.1407	6.2647	12.1826	0.2195	0.1816	0.3261
Si	10.4407	11.5527	19.0435	0.0351	0.0021	-0.0409
Si	9.586	6.0422	14.0023	0.0854	-0.0261	-0.0211
Si	5.4489	14.1053	14.3372	-0.004	-0.0226	0.0148
Si	10.9956	5.871	21.0283	0.1329	-0.1218	-0.3823
Si	6.3812	12.4094	22.1746	0.1858	0.0873	-0.261
Si	-0.9172	2.0631	10.0657	-0.0516	-0.1508	0.4577
Si	5.3812	5.7134	21.1131	-0.0445	-0.0467	-0.2412
Si	6.076	6.2637	9.9354	-0.3402	-0.0246	0.3982
Si	7.0312	16.0022	12.4723	0.0517	-0.0745	0.1089
Si	2.5401	14.4895	12.9519	0.0099	0.0938	0.1362
Si	11.5664	10.6123	10.6157	0.0586	-0.0758	0.4692
Si	8.8699	10.9304	11.8361	-0.0229	-0.062	0.1912
Si	13.1767	9.0602	12.636	0.1209	-0.1814	0.1414
Si	6.7172	3.2305	19.9633	0.1378	0.1863	-0.2296
Si	8.5833	9.2293	18.8481	0.1379	0.1086	-0.1218
Si	8.1406	7.3809	21.2044	-0.1407	0.0146	-0.3264
Si	6.591	3.417	10.1995	0.0709	0.1599	0.2569
Si	6.8091	-1.7567	10.0896	-0.1706	0.1789	0.3574
Si	6.3306	10.4452	17.0266	-0.0667	0.0187	-0.1006
Si	-0.1256	5.0455	9.5102	0.0706	0.0665	0.1577
Si	-0.9209	7.5256	16.6562	0.0206	0.0155	-0.1128
Si	1.4861	5.8362	16.812	0.0486	0.0452	-0.0207
Si	3.6118	9.3299	17.8059	-0.047	-0.0022	-0.0503
O	8.4421	11.145	13.4048	0.0088	0.0471	-0.0997
O	7.8396	-0.9856	11.0627	-0.0512	-0.0655	-0.1203
O	10.2857	10.1724	11.5457	0.143	-0.0107	-0.1575
O	2.4508	5.6004	18.1167	-0.0256	0.0141	0.0519
O	9.5874	6.6927	20.8261	-0.0221	0.06	0.142
O	4.9261	2.1084	22.5982	-0.0284	0.0423	0.1524
O	9.709	3.4969	18.0385	0.0058	0.0373	0.0407
O	-3.9738	10.4673	15.5149	-0.0025	-0.0395	0.0966
O	3.1008	8.0506	18.6874	0.0153	-0.0164	0.064
O	0.5146	12.2226	10.2701	0.0505	0.0969	-0.1432
O	6.8099	17.4073	20.9035	0.0805	0.0699	0.1523
O	6.2296	1.7506	14.0276	0.0285	-0.012	-0.0175
O	1.3917	6.5902	20.3448	-0.1608	0.0332	0.1826
O	3.5374	10.6195	18.7924	-0.062	0.0693	0.1529
O	9.2428	17.8878	15.3237	-0.0454	-0.0025	0.0167
O	7.0883	-3.3671	9.9348	0.1464	-0.0949	-0.2572
O	14.0413	12.4365	20.6275	0.1468	0.1224	0.3059
O	13.5816	13.7181	11.5181	-0.0275	-0.0501	-0.1517
O	-0.8794	3.6795	10.0457	0.0012	0.0574	-0.1415
O	6.0547	-0.6742	13.0943	-0.0195	-0.0025	-0.0974
O	10.8925	17.6004	13.2424	-0.0588	-0.0379	-0.0708
O	4.0883	6.2336	20.2457	0.0997	-0.003	0.127
O	-3.0292	13.3128	16.3826	0.043	0.0151	0.026
O	2.0538	7.0264	15.814	-0.0178	-0.0647	0.023
O	5.966	5.9369	11.5601	-0.0288	0.1491	-0.2402
O	4.3331	0.75	11.641	-0.0551	0.1095	-0.131
O	6.5693	1.7071	20.558	-0.0764	-0.142	0.2637
O	8.2855	16.9043	13.0192	-0.0496	-0.0058	-0.0364
O	1.1238	11.6019	18.9477	0.0788	-0.0098	0.0961
O	-0.002	17.2685	17.3112	-0.0398	-0.0011	0.0076
O	7.5361	3.8534	11.4861	-0.08	-0.0936	-0.0373
O	5.4265	14.2484	15.9636	0	-0.0071	0.0012
O	2.9419	11.2651	23.0064	0.1135	0.0514	0.1711
O	10.8063	4.4053	20.31	0.0842	0.0623	0.1041
O	8.9875	8.0538	17.7832	-0.067	-0.0093	0.0897
O	7.9077	8.6139	20.1763	-0.0064	0.0179	0.1083
O	12.895	18.5754	11.9108	-0.0477	-0.0175	-0.0656
O	6.419	3.2982	18.378	0.012	-0.0173	0.1259
O	1.3539	15.3935	15.9624	0.0218	0.0202	0.0583
O	2.2075	16.0854	12.7375	-0.035	-0.0338	-0.0676
O	7.4988	10.1829	18.1155	0.0075	-0.0243	0.0724
O	5.6189	4.1726	20.6767	-0.045	-0.1045	0.1221
O	2.6221	9.5222	16.5196	0.0116	0.0109	0.0236
O	-5.2003	11.9485	17.258	-0.0046	-0.0429	0.0302
O	9.3827	1.5432	8.6403	0.1151	-0.1755	-0.1759
O	11.0042	8.763	16.2289	0.0186	-0.0667	0.0274
O	10.5343	13.3505	15.7174	-0.012	-0.0231	-0.0022
O	3.9187	14.2039	13.7843	-0.0153	-0.0145	-0.0297
O	-0.9279	1.8266	20.0783	-0.0157	-0.022	0.0406
O	6.8883	2.0332	9.4158	-0.0787	0.0069	-0.1588
O	9.7714	11.8298	17.5901	-0.0156	-0.0397	0.0324
O	-1.0572	10.0718	19.4167	-0.0707	0.0103	0.0159
O	1.2587	13.903	13.7885	-0.0167	-0.0181	-0.0517
O	12.8877	10.0389	20.8925	-0.0775	-0.1138	0.3484
O	10.0438	15.4778	14.4327	-0.0295	-0.0151	-0.03
O	1.5645	9.1086	14.112	-0.0705	0.0562	0.0123
O	0.4542	5.7993	10.8109	-0.1669	-0.131	-0.3203
O	8.2265	3.8004	20.2424	-0.0457	-0.0321	0.0309
O	3.8224	9.2589	12.8376	0.0151	0.0647	-0.0784
O	-5.785	9.3184	17.2423	0.0346	-0.0219	-0.0279
O	5.0929	3.1748	10.8258	0.0361	-0.0141	-0.1625
O	1.8483	10.278	11.6245	-0.0326	0.1242	-0.1643
O	6.2865	4.4353	13.7661	-0.0159	0.0551	-0.0222
O	9.0171	1.5068	11.2316	0.0896	0.1602	-0.2049
H	7.7448	1.8237	8.9813	-0.0229	-0.014	0.0134

Results
free energy: -129242.274 eV
free energy less fixed offsets of H -15.97, N -385.13, O -568.88, Si -635.61 eV per atom: 0.866 eV

The program warned: the cutoff lies below the one the program advises for these potential files; the forces do not sum to zero within the program's tolerance; the exchange-correlation potential is rough where the density is thin.
